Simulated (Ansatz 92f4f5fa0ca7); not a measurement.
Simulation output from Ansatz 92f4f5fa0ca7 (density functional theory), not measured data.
Periodic cell of 237 atoms, Si147O90, from a study of silicon, its oxide and their interface. The atomic structure is a simulated model.
Doubt: the cutoff is far below the 930 eV that the study's wrapper takes by default for these files, so forces and energies are approximate.
This geometry differs little from another in the collection (a relaxation step or a small displacement).

Settings
functional: PBE
potential files: Ansatz PAW
basis: plane waves
wave-function cutoff: 580 eV
density cutoff ratio: 5
exchange-correlation grid ratio: 1
k mesh: 1 x 1 x 1, Gamma-centred
self-consistency stop: 5e-08 eV per atom in the density residual
occupations: fixed
spin: none
net charge: 0

Cell vectors (angstrom)
a	11.6015	0	0
b	0	10.938	0
c	0	0	32.9836

Atoms and the computed forces on them: element, x, y, z (angstrom), force x, y, z (eV/angstrom)
Si	0.1115	-0.001	24.1739	0.0023	-0.0036	-0.0082
Si	4.0618	0.0683	24.2837	0.0082	-0.0098	-0.0022
Si	7.7454	0.0355	24.377	-0.0061	-0.0095	-0.0032
Si	2.0305	1.3725	24.1269	-0.0009	0.0063	-0.0079
Si	5.9234	1.5059	24.4723	0.0005	0.0101	-0.0099
Si	9.7506	1.3288	24.1357	0.0009	0.0069	-0.0101
Si	0.0008	5.3603	24.5237	0.0041	-0.0076	-0.0052
Si	3.85	5.4412	24.1488	-0.0036	-0.0018	-0.0065
Si	8.0314	5.5486	24.148	-0.0026	-0.0037	-0.0079
Si	1.9161	6.7612	24.4225	-0.0026	0.0053	-0.0025
Si	5.9077	6.6939	24.0979	0.0037	0.0049	0.0001
Si	9.9061	6.9642	24.4231	0.0033	0.0066	-0.0041
Si	2.0405	2.6471	26.1801	0.0012	0.0048	0.005
Si	5.8829	2.8998	26.3064	0.0003	0.0011	0.0027
Si	9.6905	2.6523	26.1747	-0.0006	0.0032	0.007
Si	0.0646	3.9326	26.3303	-0.0022	-0.0011	0.0016
Si	3.8905	4.1462	26.1745	-0.0004	-0.0044	0.0033
Si	7.8623	4.1935	26.1629	-0.0005	-0.0049	0.0054
Si	1.9816	8.2058	26.2861	0.0012	0.0029	0.0003
Si	5.8701	8.1181	26.1257	-0.0002	0.0038	0.0012
Si	9.7485	8.3121	26.3043	0.002	0.0046	0.0035
Si	0.0901	9.6398	26.2036	0	-0.005	0.0075
Si	3.9372	9.5485	26.186	0.0014	-0.0038	0.0027
Si	7.7728	9.575	26.2778	0.0008	-0.0044	0.0015
Si	0.0499	0.0266	28.154	0.0013	0.0015	-0.0086
Si	3.9333	-0.0211	28.1373	0.001	-0.0005	-0.004
Si	7.7435	0.0121	28.1839	0.0026	-0.001	-0.0042
Si	2.0064	1.3436	28.1516	-0.0014	-0.0002	-0.0053
Si	5.8358	1.3971	28.1532	-0.0013	0.0032	-0.0081
Si	9.6863	1.3465	28.1473	-0.0022	-0.0014	-0.0077
Si	0.0429	5.4467	28.1603	-0.0005	0.0002	-0.0037
Si	3.8969	5.4781	28.1388	-0.0002	0.001	-0.006
Si	7.7961	5.493	28.1429	-0.0015	0.0004	-0.0065
Si	1.9663	6.8238	28.1866	-0.0006	0.0023	-0.0047
Si	5.84	6.8356	28.1263	0	-0.0037	-0.0043
Si	9.7292	6.8412	28.1603	0.0027	0.0026	-0.0055
Si	1.9336	2.7345	30.0843	0.1243	-0.0003	-0.11
Si	5.8008	2.7345	30.0843	-0.0313	0.0745	0.1276
Si	9.6679	2.7345	30.0843	0.0073	0.014	-0.1067
Si	0	4.1018	30.0843	0.0095	-0.0566	0.1388
Si	3.8672	4.1018	30.0843	0.036	0.0334	-0.092
Si	7.7343	4.1018	30.0843	0.0626	0.0281	-0.1306
Si	1.9336	8.2035	30.0843	-0.0218	0.0353	0.1715
Si	5.8008	8.2035	30.0843	0.0256	-0.0342	-0.1038
Si	9.6679	8.2035	30.0843	0.1002	0.0457	0.0584
Si	0	9.5708	30.0843	0.0376	0.0326	-0.0752
Si	3.8672	9.5708	30.0843	0.1105	-0.0543	-0.0328
Si	7.7343	9.5708	30.0843	-0.0508	-0.0576	0.1424
Si	0	0	32.0179	-0.0098	0.0226	-0.0335
Si	3.8672	0	32.0179	0.0034	0.0478	-0.0169
Si	7.7343	0	32.0179	0.0125	0.0195	0.0287
Si	1.9336	1.3673	32.0179	-0.0034	-0.0594	0.001
Si	5.8008	1.3673	32.0179	0.0105	-0.0571	0.0364
Si	9.6679	1.3673	32.0179	-0.0085	-0.0895	0.0069
Si	0	5.469	32.0179	0.0108	0.0335	0.0364
Si	3.8672	5.469	32.0179	-0.0114	0.0233	-0.0439
Si	7.7343	5.469	32.0179	-0.011	0.0921	0.0192
Si	1.9336	6.8362	32.0179	0.0071	0.0124	0.0107
Si	5.8008	6.8362	32.0179	-0.0093	-0.0733	-0.0269
Si	9.6679	6.8362	32.0179	-0.0049	-0.0212	0.0003
Si	1.9336	2.7345	0.9679	-0.073	0.0521	0.0777
Si	5.8008	2.7345	0.9679	-0.0883	0.0056	0.0949
Si	9.6679	2.7345	0.9679	0.021	0.0519	0.0842
Si	0	4.1018	0.9679	-0.0999	0.0263	0.0461
Si	3.8672	4.1018	0.9679	0.0648	-0.0463	-0.2426
Si	7.7343	4.1018	0.9679	-0.0587	-0.081	0.1008
Si	1.9336	8.2035	0.9679	-0.0841	-0.0222	-0.0092
Si	5.8008	8.2035	0.9679	0.0915	0.0367	-0.0649
Si	9.6679	8.2035	0.9679	-0.0884	-0.057	0.0684
Si	0	9.5708	0.9679	-0.0081	0.0044	-0.0962
Si	3.8672	9.5708	0.9679	-0.0516	-0.0281	0.0962
Si	7.7343	9.5708	0.9679	-0.0657	0.0256	0.0554
Si	-0.0483	-0.0044	2.8911	0.0005	0.0011	0.002
Si	3.8003	0.0065	2.9031	0.0034	-0.0013	0.0029
Si	7.6868	0.0365	2.8866	0.0014	0.0004	0.0073
Si	1.885	1.3715	2.9081	-0.0014	-0.001	0.0047
Si	5.7423	1.369	2.9195	0	-0.0016	0.0041
Si	9.622	1.3665	2.9113	-0.0017	-0.0007	0.0066
Si	-0.0659	5.4602	2.9194	0.0012	0.0042	0.005
Si	3.853	5.5051	2.8432	-0.002	0.0003	0.0032
Si	7.6913	5.4253	2.9385	0.001	-0.0006	0.0021
Si	1.8902	6.8003	2.8754	0.0027	-0.0021	0.0053
Si	5.791	6.8478	2.9018	-0.0007	0.0011	0.0034
Si	9.594	6.8244	2.905	-0.0006	-0.0026	0.0038
Si	1.9208	2.8109	4.8029	0.0002	0.006	-0.0005
Si	5.7148	2.7058	4.8849	0.0033	0.0006	-0.0035
Si	9.6096	2.632	4.9219	0.001	0.005	-0.0025
Si	-0.0789	4.0274	4.8205	0.0023	-0.0057	-0.0005
Si	3.8559	4.1616	4.7492	0.0016	-0.0033	-0.0044
Si	7.6738	4.052	4.911	-0.001	-0.0042	-0.0043
Si	1.8593	8.0837	4.8386	0.0003	0.0038	-0.0035
Si	5.7499	8.3491	4.7445	0.0013	0.0014	-0.0008
Si	9.511	8.2237	4.8163	0.0011	0.0047	-0.0005
Si	-0.072	9.4437	4.7285	-0.002	-0.0002	-0.0016
Si	3.759	9.5729	4.8354	-0.0043	-0.0039	-0.0043
Si	7.6694	9.7119	4.871	-0.0029	-0.002	-0.0049
Si	0.0646	-0.1315	6.6005	0.0011	-0.0141	-0.0002
Si	3.7104	-0.0304	6.8162	0.0001	-0.0098	0.0029
Si	7.6176	0.0862	6.9152	-0.0038	-0.0096	-0.0013
Si	1.858	1.3657	6.6391	0.0005	0.0126	0.0062
Si	5.6622	1.4117	6.928	-0.0022	0.0092	0.0002
Si	9.7308	1.2028	6.8967	0.0047	0.0133	0.0017
Si	-0.2841	5.3557	6.7401	-0.0131	-0.0107	0.0027
Si	3.857	5.5782	6.6344	-0.0067	-0.0115	0.0051
Si	7.451	5.5226	6.7938	-0.0052	-0.0097	0.0007
Si	1.7725	6.645	6.8008	0.0101	0.0077	-0.0005
Si	5.6982	7.0724	6.6703	0.0077	0.011	-0.0006
Si	9.5047	6.7786	6.6889	0.0091	0.01	0.0044
O	5.6538	2.3848	8.2983	0.0011	-0.0056	-0.0034
O	10.0774	2.066	8.2736	0.0004	-0.0011	-0.0022
O	7.4154	10.0819	8.272	0.0016	-0.0009	0.0008
O	3.2573	9.9562	8.1433	0.0002	0.0046	-0.0036
O	10.6416	4.6285	8.1082	0.0014	-0.0006	-0.0033
O	5.8076	7.9498	8.1019	0.0009	-0.0008	0.0014
O	4.234	4.5715	7.9016	0.0022	0.003	-0.0005
O	0.5431	9.8963	7.9212	-0.0005	0.0036	-0.0008
O	1.6933	1.9456	8.1917	-0.001	-0.0004	-0.0127
O	9.9196	7.5879	8.0856	-0.0025	-0.0028	-0.0012
O	1.9103	7.6149	8.135	-0.0003	-0.0067	-0.0009
O	7.662	1.7896	11.4953	-0.0008	-0.0006	-0.0024
O	9.825	2.2939	22.7663	-0.0001	-0.0103	0.0043
O	-0.3079	4.5332	23.0894	0.0024	0.0027	0.0004
O	10.4517	7.7426	23.0251	-0.0036	-0.0006	-0.001
O	1.6046	7.7827	23.1428	0.0011	0.0003	-0.0039
O	11.7821	10.0068	22.7821	-0.0005	0.0081	0.001
O	8.5786	4.6136	22.8635	-0.0001	0.0016	-0.0004
O	5.8477	7.7136	22.784	-0.0008	-0.0034	-0.0028
O	7.3159	9.9284	23.1396	0.0039	0.0022	-0.0025
O	1.8628	2.4329	22.8309	0.0064	0.0011	-0.0047
O	3.5177	4.5448	22.7746	0.0006	-0.001	-0.0001
O	4.5669	-0.8781	22.9864	-0.0029	0.0028	-0.0033
O	6.0571	13.351	23.0683	0.0006	-0.0025	-0.0047
Si	-1.0544	6.748	12.1058	-0.0025	-0.0016	0.0021
Si	-3.0046	8.7183	13.5185	-0.0008	0.0002	0.0014
Si	5.5574	3.9908	8.6658	0.0006	0.0026	0.0014
Si	6.2847	1.5935	12.3703	-0.0007	-0.0002	0.0036
Si	5.6083	13.4179	21.507	-0.0013	0.0066	0.0071
Si	4.1189	14.4689	11.1724	-0.0012	0.0028	0.0004
Si	21.1729	7.7543	9.6609	-0.0008	0.0001	-0.0046
Si	-7.0138	17.5453	18.5937	-0.0019	-0.0026	0.0027
Si	11.8523	8.4054	22.4672	0.003	-0.008	0.0012
Si	6.5027	3.8266	14.3323	0.0025	0.0011	-0.0009
Si	-4.994	4.8943	19.8022	-0.0057	0.0005	0.0017
Si	9.974	14.8161	22.3608	-0.0008	0.0068	-0.0015
Si	2.1117	4.9079	19.2125	-0.0053	0.021	0.0101
Si	1.8666	-1.7535	8.5764	0.0005	0.0023	0.0037
Si	5.9837	10.784	19.8896	0.0011	-0.0039	0.0039
Si	5.9455	-1.6271	22.4828	-0.0008	0.0029	-0.0011
Si	11.8005	0.7554	11.9716	0.0036	0.0033	0.0035
Si	0.0037	7.2575	19.6189	-0.005	0.0009	-0.0163
Si	-2.2194	4.4175	13.844	-0.0016	-0.0014	0.0013
Si	-7.9618	-5.962	13.8096	-0.0016	0.0013	0.0027
Si	4.2946	-1.1713	17.8315	-0.0008	0.0004	-0.0078
Si	7.007	7.5124	15.8411	0.0005	-0.0011	-0.0009
Si	2.8304	3.3535	21.8784	0.0007	-0.0035	-0.0006
Si	6.2105	4.873	17.0079	0.002	0.0018	-0.0065
Si	-1.9181	5.1328	19.6421	0.0025	-0.0017	0.0041
Si	1.5903	13.2666	9.7621	0.0013	0.0004	0.004
Si	-4.5546	10.1948	17.2083	0.0002	-0.0014	-0.0059
Si	9.2041	2.3503	11.592	0.0008	0.0014	0.0032
Si	5.998	9.4509	11.9845	-0.0029	-0.0023	-0.0013
Si	-2.0837	10.6778	15.6226	0.0027	0.0024	0.001
Si	-1.1108	3.383	9.1505	0.0041	0.0051	0.0012
Si	2.1152	-1.4087	15.7654	-0.0001	0.0032	-0.0051
Si	6.7387	-2.0883	9.1026	0.0001	-0.0007	0.0025
Si	12.1061	12.1844	14.9827	0.0004	0.0001	0.0026
Si	13.3317	3.9362	16.2542	-0.0018	-0.0024	-0.0055
Si	4.2992	7.9514	14.1254	-0.0009	0.001	0.0005
Si	-1.0603	-5.7075	16.5983	-0.0006	0.0011	-0.0038
Si	-12.0027	8.227	16.7883	-0.001	0.0043	-0.0013
Si	0.3635	8.8719	11.114	0.0019	0.0021	-0.003
O	-5.5448	3.9524	20.9907	-0.0061	-0.0075	-0.0031
O	-12.8323	6.8549	16.4669	-0.0001	0.0006	0.0008
O	0.017	8.2772	18.3604	0.0015	-0.021	0.013
O	-8.1549	17.5266	13.8471	0.0008	0.0005	-0.0015
O	-10.4542	2.4604	15.8626	0.0009	0.0022	-0.0015
O	13.8691	14.9438	17.8286	0.0002	0.0034	0.0049
O	5.2366	4.7019	13.8579	-0.0021	-0.0002	-0.0018
O	5.8889	0.0359	12.5339	0.0018	-0.0014	-0.0025
O	5.2652	4.2938	10.256	-0.0021	-0.0025	-0.0026
O	0.2975	10.0798	12.2141	-0.0001	0.0004	-0.001
O	7.7722	4.7196	13.8057	0.0001	0	-0.003
O	4.9292	2.2682	11.7875	0.0008	0.0004	-0.002
O	9.3859	3.4395	10.3657	0.0019	-0.0008	-0.0014
O	1.6838	9.1382	10.1928	-0.0024	-0.0004	-0.0016
O	-11.1512	7.3682	11.8127	0.0029	-0.0009	-0.0012
O	2.0917	14.8919	20.5472	0.0095	0.0089	-0.0157
O	6.0801	9.5062	20.8857	-0.0007	0.0005	-0.0024
O	10.2369	4.0357	20.7439	-0.0049	-0.0004	-0.0021
O	0.4832	8.1458	20.8812	-0.0011	0.0003	-0.0045
O	8.0806	7.68	14.6477	0.0008	0.0032	-0.0041
O	-2.5246	-0.7894	14.1382	-0.0002	-0.0045	-0.0031
O	-1.0465	0.991	15.4749	0.0021	-0.001	-0.0029
O	0.9931	8.3504	15.9381	-0.0035	-0.0003	0.0023
O	0.5192	5.0116	16.2744	-0.0004	-0.0004	0.0021
O	6.3119	3.6731	15.9366	0.0006	-0.0014	0.0008
O	-1.2165	5.457	13.0697	0.0022	0.0027	-0.0034
O	-1.0267	8.9329	10.2107	0.0012	-0.0005	-0.0006
O	-1.735	8.0137	12.8491	0.0003	-0.0014	-0.0023
O	9.8567	-4.482	10.6394	0.001	0.0011	0.001
O	-5.7906	6.315	19.641	-0.0087	0.002	-0.0089
O	-1.8385	4.3878	15.4309	0.0011	0.0014	-0.0005
O	4.7938	5.6866	17.233	-0.0035	0.0031	0.0039
O	12.8968	1.1053	10.8033	-0.0006	0.0014	-0.0001
O	-1.361	9.4929	16.4709	0.0047	-0.0049	-0.0003
O	1.4021	-0.0761	15.2125	-0.0008	0.0021	-0.0023
O	-2.0669	13.9363	13.0606	-0.0003	-0.0004	-0.0029
O	6.9757	4.6903	8.1928	-0.0004	0.0016	-0.0007
O	5.4548	10.3171	16.7812	-0.0004	0.001	-0.0006
O	14.8791	6.0317	19.3388	-0.0218	-0.0126	-0.0109
O	2.8164	9.9255	17.1955	0.0028	-0.0001	-0.0002
O	6.5285	4.0824	18.3893	0.0006	-0.001	0.0003
O	7.969	8.0018	9.7476	-0.0001	0.0022	-0.005
O	7.3653	8.6061	16.9943	0.0013	0.001	-0.0016
O	4.5025	10.6927	19.1704	-0.0003	0.0031	0.0007
O	10.1259	6.6775	19.9323	0.0178	0.0056	-0.0116
O	2.8223	4.3184	15.0783	0.001	0.0016	-0.0011
O	3.2612	9.0415	14.7319	0.0027	-0.001	-0.0021
O	3.9968	2.3388	21.3525	-0.0027	0.0037	0.004
O	0.7889	5.8603	19.2495	0.0201	-0.0027	0.0041
O	3.2832	-6.5709	12.322	0.0015	-0.0017	-0.004
O	10.2917	1.1366	11.4423	-0.0005	-0.0014	-0.0021
O	6.5583	2.2887	13.8196	0.0002	-0.0016	-0.0049
O	2.9898	3.0199	10.141	-0.0004	0.0005	-0.0005
O	4.4985	19.1192	18.2268	0.0023	-0.0081	0.0008
O	6.2536	1.2571	20.6518	0.0013	-0.0006	-0.006
O	7.4798	19.8679	12.3795	0.0029	0.0016	0.0015
O	-1.5842	4.7064	18.0769	0.0005	0.0026	-0.0035
O	7.1668	10.6153	18.7761	0.0001	0.0017	0.0001
O	-3.4775	0.1657	16.3813	0.0004	-0.0013	0
O	-6.7299	8.529	12.7118	0.0051	0.0024	-0.0025
O	8.1324	5.2582	20.0263	0.0055	0.0021	-0.0039
O	-4.354	16.9942	16.5424	-0.0001	0.0006	-0.0004
O	-5.7716	-1.5623	10.3587	0.0023	0	0.0009
O	-6.0898	-3.2518	15.1968	-0.0014	0.0003	-0.0021
O	12.1411	12.4827	13.3694	-0.0008	-0.003	-0.0051
O	11.9342	14.2835	9.9134	-0.0036	0.0008	-0.0059

Results
free energy: -144631.074 eV
free energy less fixed offsets of O -568.88, Si -635.61 eV per atom: 2.796 eV

The program warned: the cutoff lies below the one the program advises for these potential files; the exchange-correlation potential is rough where the density is thin.
